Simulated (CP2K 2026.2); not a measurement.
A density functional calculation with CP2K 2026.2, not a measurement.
Periodic cell of 504 atoms, Si360O144, from a study of silicon, its oxide and their interface. The atomic structure is a simulated model.
Doubt: the forces sum to 3.67 eV/angstrom along one axis rather than to zero, so they err by at least 0.0073 eV/angstrom per atom on average; the grid cutoff is modest.

Settings
functional: PBE
method: Gaussian and plane waves
basis set: DZVP-MOLOPT-SR-GTH
pseudopotentials: GTH-PBE
grid cutoff: 350 Ry, relative cutoff 50 Ry
k points: Gamma only
occupations: fixed
spin: none
net charge: 0

Cell vectors (angstrom)
a 16.32 0 0
b 0 16.32 0
c -0.7067 -0.768 33.4943

Atoms and the computed forces on them: element, x, y, z (angstrom), force x, y, z (eV/angstrom)
Si 0.381 14.563 33.263 0.155 -0.253 0.74
Si 3.943 1.566 0.104 0.156 -0.163 0.741
Si 1.015 3.07 33.464 -0.314 0.187 0.71
Si 3.858 7.011 0.172 0.127 -0.209 0.741
Si 1.74 9.304 0.214 -0.255 0.073 0.697
Si 4.338 11.736 0.122 -0.107 0.305 0.785
Si 6.882 14.619 0.145 -0.017 0.259 0.642
Si 9.221 1.767 0.2 0.175 -0.236 0.766
Si 6.942 3.954 0.212 -0.195 0.212 0.719
Si 9.829 6.669 0.237 -0.142 0.019 0.726
Si 6.533 9.519 0.087 0.309 -0.078 0.682
Si 9.182 12.486 0.028 0.097 -0.235 0.759
Si 11.589 13.817 33.369 0.015 0.292 0.681
Si 14.46 0.499 33.382 -0.229 0.094 0.763
Si 12.025 4.458 0.164 0.071 -0.143 0.735
Si 14.769 7.101 0.195 0.111 -0.148 0.726
Si 12.523 9.299 0.051 -0.236 0.179 0.701
Si 13.944 11.68 33.293 0.215 -0.134 0.711
Si 2.695 16.284 1.256 -0.001 0.01 -0.047
Si 5.422 2.734 1.49 0.016 0.014 -0.039
Si 2.717 5.407 1.412 -0.004 -0.01 -0.05
Si 5.394 8.122 1.534 -0.031 -0.01 -0.061
Si 2.824 10.784 1.614 0.03 -0.007 -0.04
Si 5.38 13.426 1.413 -0.028 -0.019 -0.028
Si 8.088 0.007 1.328 -0.021 -0.026 -0.062
Si 10.895 2.815 1.422 -0.004 0.022 -0.066
Si 8.166 5.519 1.44 0.01 0.007 -0.047
Si 11.003 8.202 1.493 0.004 0.006 -0.056
Si 8.135 10.791 1.298 -0.015 -0.009 -0.07
Si 10.819 13.545 1.361 -0.01 0.005 -0.051
Si 13.511 0.001 1.065 0.021 -0.036 -0.034
Si 0.026 2.766 1.258 0.009 -0.023 -0.038
Si 13.603 5.541 1.494 -0.011 0.003 -0.063
Si 0.041 8.235 1.419 0.016 -0.005 -0.038
Si 13.615 10.935 1.305 0.019 0.014 -0.044
Si -0.004 13.618 1.05 -0.004 0.006 -0.058
Si 1.369 1.371 2.65 -0.009 0.004 0.03
Si 4.084 4.113 2.811 0.01 0.006 0.029
Si 1.334 6.773 2.752 0.017 0.018 0.026
Si 4.12 9.452 2.97 0.014 -0.011 0.045
Si 1.329 12.3 2.601 -0.043 0.021 -0.008
Si 4.024 14.904 2.652 0.023 0.037 0.001
Si 6.772 1.316 2.775 -0.01 0.017 0.023
Si 9.512 4.128 2.8 -0.014 0.013 0.059
Si 6.813 6.811 2.822 0.009 -0.023 0.025
Si 9.532 9.541 2.722 0.003 -0.015 0.015
Si 6.795 12.122 2.758 0.016 -0.031 0.025
Si 9.501 14.991 2.686 -0.008 -0.023 -0.006
Si 12.258 1.328 2.609 0.011 -0.001 -0.013
Si 14.989 4.081 2.685 0.01 -0.006 0.011
Si 12.294 6.861 2.896 -0.025 -0.012 0.039
Si 14.987 9.618 2.726 -0.02 -0.004 0.018
Si 12.202 12.205 2.702 0.01 0.002 0.019
Si 14.925 14.965 2.494 0.019 0.024 0.023
Si -0.04 -0.013 3.955 -0.005 -0.01 -0.031
Si 2.704 2.704 4.083 -0.021 -0.01 -0.005
Si -0.014 5.422 4.105 -0.012 0.011 -0.007
Si 2.686 8.089 4.18 0.007 0.002 0.002
Si 0.018 10.964 4.057 0.023 -0.01 0.017
Si 2.669 13.604 4.04 0.006 -0.033 0.011
Si 5.385 -0.058 4.06 -0.003 0.002 0.018
Si 8.154 2.707 4.105 -0.005 0.006 -0.012
Si 5.454 5.445 4.163 -0.017 -0.004 0.001
Si 8.189 8.188 4.123 -0.009 0.027 -0.019
Si 5.481 10.856 4.22 0.01 -0.007 0.02
Si 8.155 13.582 4.044 -0.009 -0.007 -0.038
Si 10.893 0.011 4.028 -0.015 0.01 0.005
Si 13.614 2.686 4.003 -0.015 0.011 0.017
Si 10.885 5.464 4.161 -0.002 0.02 -0.001
Si 13.669 8.243 4.148 -0.001 -0.002 0.012
Si 10.874 10.88 4.105 0.019 -0.009 0.01
Si 13.603 13.625 3.969 0.018 0.005 -0.016
Si 1.399 14.969 16.313 0.003 0.013 -0.012
Si 4.103 1.355 16.311 0.006 0.014 -0.011
Si 1.377 4.111 16.318 0.02 0.004 -0.012
Si 4.075 6.794 16.356 -0.007 -0.001 -0.006
Si 1.362 9.543 16.332 -0.001 0.007 -0.013
Si 4.06 12.24 16.33 -0.021 -0.004 -0.01
Si 6.79 14.964 16.288 -0.006 -0.001 -0.003
Si 9.506 1.359 16.297 0.005 -0.015 -0.008
Si 6.797 4.053 16.354 0.003 -0.017 0
Si 9.503 6.776 16.344 0.003 -0.01 -0.002
Si 6.799 9.508 16.341 -0.012 0.009 -0.004
Si 9.521 12.225 16.314 0.006 -0.016 0
Si 12.226 14.948 16.301 0.001 -0.003 -0.009
Si 14.968 1.373 16.317 -0.01 0.018 -0.007
Si 12.227 4.098 16.297 0.011 0.01 -0.014
Si 14.964 6.832 16.331 0.002 0.005 -0.006
Si 12.26 9.525 16.304 -0.007 0.002 -0.02
Si 14.954 12.2 16.287 0.001 -0.003 -0.015
Si 2.769 0.011 17.693 -0.013 -0.01 -0.001
Si 5.454 2.666 17.718 -0.013 -0.012 0.024
Si 2.702 5.457 17.733 -0.013 -0.016 0.022
Si 5.438 8.155 17.714 -0.009 0.007 0
Si 2.719 10.88 17.722 0.002 0.02 0.025
Si 5.408 13.638 17.648 0.016 -0.001 0.002
Si 8.168 -0.028 17.644 0.014 0.02 0.011
Si 10.833 2.761 17.638 0.002 -0.001 -0.003
Si 8.146 5.405 17.732 0.01 -0.005 0.001
Si 10.885 8.175 17.634 0.018 0.001 -0.001
Si 8.161 10.878 17.688 0.002 -0.007 0.014
Si 10.903 13.556 17.674 0.001 0.007 -0.009
Si 13.558 0.025 17.636 0.009 0.004 0.014
Si 0.047 2.727 17.659 -0.019 0 -0.005
Si 13.604 5.438 17.65 -0.02 0.005 0.003
Si -0.021 8.229 17.7 -0.01 0.003 -0.019
Si 13.617 10.856 17.701 0.013 -0.006 0.009
Si 0.018 13.563 17.581 0.001 -0.014 -0.015
Si 1.422 1.388 19.032 -0.001 0.022 -0.02
Si 4.068 4.036 19.053 0.019 -0.019 -0.019
Si 1.329 6.897 19.054 0.028 -0.011 -0.024
Si 4.098 9.522 19.094 -0.015 0.004 -0.014
Si 1.327 12.269 19.039 -0.015 -0.011 -0.03
Si 4.117 14.985 19.091 0.006 0.001 0.003
Si 6.829 1.26 19.074 -0.024 0.019 -0.027
Si 9.486 4.022 19.111 0.002 -0.015 -0.006
Si 6.785 6.78 19.074 -0.004 -0.011 -0.003
Si 9.557 9.518 19.029 0.003 0.019 -0.041
Si 6.756 12.278 18.974 0.006 0.009 -0.027
Si 9.523 14.917 18.984 -0.002 -0.007 -0.014
Si 12.177 1.42 18.975 0.008 0.001 -0.028
Si 14.997 4.086 18.984 0.01 0.012 -0.034
Si 12.23 6.807 18.977 0.005 0.008 -0.035
Si 14.963 9.555 19.144 0.011 -0.008 0.001
Si 12.267 12.208 19.059 -0.02 0.012 -0.014
Si 14.965 14.926 18.863 -0.009 -0.001 -0.054
Si 0.019 -0.064 20.185 0 -0.011 0.057
Si 2.764 2.669 20.499 0.015 -0.022 0.057
Si -0.043 5.515 20.358 -0.031 -0.019 0.048
Si 2.691 8.212 20.48 0 -0.003 0.044
Si -0.032 10.992 20.511 0.007 0.022 0.084
Si 2.692 13.654 20.381 -0.022 -0.01 0.038
Si 5.559 -0.129 20.533 0.029 -0.014 0.034
Si 8.137 2.612 20.495 -0.001 -0.009 0.058
Si 5.422 5.405 20.416 0.009 -0.024 0.06
Si 8.198 8.128 20.375 0.01 -0.005 0.042
Si 5.46 10.955 20.398 -0.033 0.01 0.035
Si 8.143 13.571 20.337 0.009 0.029 0.052
Si 10.804 0.036 20.302 -0.017 0.014 0.031
Si 13.614 2.731 20.302 -0.014 0.001 0.009
Si 10.868 5.464 20.349 0.008 -0.003 0.047
Si 13.578 8.112 20.409 -0.006 -0.013 0.063
Si 10.919 10.866 20.446 -0.005 -0.017 0.032
Si 13.644 13.639 20.303 -0.005 -0.002 0.06
Si 1.164 14.871 21.689 0.147 0.107 -0.718
Si 4.454 1.507 21.772 -0.23 -0.075 -0.734
Si 1.55 4.375 21.597 -0.041 -0.182 -0.738
Si 3.825 6.547 21.703 0.087 0.168 -0.728
Si 1.617 9.894 21.776 -0.213 -0.212 -0.77
Si 3.85 12.123 21.694 0.26 0.141 -0.744
Si 7.071 14.9 21.964 -0.297 -0.065 -0.609
Si 9.223 0.945 21.811 0.015 0.173 -0.746
Si 6.553 3.823 21.749 0.178 0.091 -0.771
Si 9.71 6.96 21.761 -0.185 -0.213 -0.676
Si 7.12 9.796 21.58 -0.113 -0.035 -0.712
Si 9.292 12.046 21.646 0.237 0.103 -0.727
Si 12.45 15.242 21.48 -0.11 -0.128 -0.734
Si 14.751 1.037 21.433 0.006 0.172 -0.678
Si 12.464 4.304 21.578 -0.071 -0.061 -0.695
Si 14.655 6.529 21.778 0.237 0.109 -0.736
Si 11.978 9.198 21.716 0.17 0.195 -0.69
Si 15.196 12.704 21.787 -0.073 -0.266 -0.725
Si 6.692 6.112 26.388 0.02 -0.03 -0.108
Si 8.005 0.15 31.044 0.082 -0.041 -0.018
Si 2.211 8.295 29.194 -0.066 0.004 0.097
Si 2.132 -0.27 26.818 -0.103 0.037 -0.041
Si 10.245 13.315 27.888 -0.019 0.055 -0.037
Si 1.815 10.193 31.415 0.068 -0.073 0.142
Si 14.889 12.304 24.761 -0.082 0.016 -0.134
Si 7.404 2.63 29.149 -0.086 0.076 0.086
Si 8.424 5.066 23.968 -0.025 0.052 -0.186
Si 1.11 14.346 30.195 0.009 0.086 0.112
Si 11.742 0.696 29.428 -0.022 0.042 -0.032
Si 2.326 10.641 27.136 -0.029 0.109 0.131
Si 15.401 1.364 24.299 -0.042 0.05 0.009
Si 10.323 -0.525 25.906 0.01 -0.008 -0.028
Si -0.431 15.095 25.917 -0.028 0.063 -0.02
Si 7.593 7.551 31.462 -0.078 -0.058 0.08
Si 10.944 7.397 26.095 0.06 -0.011 -0.06
Si 15.61 7.128 24.726 -0.113 0.056 -0.165
Si 13.218 2.556 31.331 0.083 -0.003 0.225
Si 6.205 9.695 24.366 -0.189 0.031 0.02
Si 14.289 10.244 30.451 0.021 0.088 0.137
Si 12.299 9.398 24.677 0.039 -0.014 -0.13
Si 11.397 6.152 29.915 -0.021 0.026 -0.04
Si 4.991 12.49 27.036 -0.043 -0.016 -0.148
Si 4.395 7.34 24.681 -0.095 0.093 0.019
Si 10.67 13.938 23.765 -0.123 -0.058 -0.204
Si 0.627 9.856 24.749 -0.01 0.01 -0.192
Si 1.691 3.485 30.628 0.066 0.045 0.106
Si 5.086 -0.689 31.56 -0.103 -0.058 0.079
Si 11.402 9.241 30.494 0.087 -0.166 0.205
Si 5.224 4.408 28.628 -0.057 -0.024 -0.016
Si 14.156 0.484 27.843 0.122 0.014 -0.079
Si 8.596 5.398 29.704 0.055 0.017 0.008
Si 2.625 0.438 23.834 -0.045 -0.144 -0.093
Si 2.459 5.455 28.487 0.084 -0.099 0.015
Si 0.213 11.747 29.17 0.012 -0.054 -0.082
Si 10.4 4.963 27.439 -0.041 -0.032 0.076
Si 1.833 5.725 25.574 0.228 0.024 -0.081
Si 15.372 7.712 29.351 -0.038 -0.081 0.075
Si 12.649 1.319 25.531 -0.03 -0.015 -0.008
Si 8.117 8.738 26.62 -0.046 -0.019 -0.148
Si 4.448 4.458 31.445 -0.072 -0.035 0.155
Si 12.039 12.04 25.857 -0.029 -0.069 -0.038
Si 10.236 14.673 30.621 -0.041 -0.031 0.015
Si 5.613 12.868 24.053 0.169 0.114 -0.133
Si 3.851 14.63 28.948 -0.167 -0.03 0.107
Si 7.775 11.403 28.134 -0.09 0.096 -0.003
Si 8.756 10.43 30.7 -0.068 0.038 0.108
Si 1.163 3.201 24.274 -0.009 0.117 0.162
Si 9.658 1.96 27.369 0.033 -0.001 0.027
Si 0.596 0.963 28.993 0.063 -0.008 -0.042
Si 14.189 5.331 30.899 0.005 0.004 -0.08
Si 13.729 7.923 26.653 -0.012 -0.02 -0.013
Si 10.675 2.864 23.8 -0.059 -0.022 -0.187
Si 1.317 14.977 5.383 -0.01 0.023 -0.002
Si 4.059 1.331 5.431 0.012 0.013 0.008
Si 1.353 4.061 5.451 0.015 0.001 0.005
Si 4.077 6.772 5.523 0.007 0.005 0.015
Si 1.34 9.547 5.44 -0.007 -0.004 0.002
Si 4.048 12.258 5.44 -0.007 -0.005 0
Si 6.78 14.928 5.413 0.004 0.005 0.007
Si 9.541 1.352 5.426 -0.002 -0.007 0.012
Si 6.802 4.056 5.482 0.022 0.004 0.014
Si 9.523 6.819 5.495 -0.004 -0.015 0.016
Si 6.845 9.507 5.533 -0.001 -0.004 0.023
Si 9.522 12.258 5.44 -0.02 -0.013 0.007
Si 12.256 14.965 5.378 -0.002 -0.009 0.005
Si 14.96 1.337 5.38 0.012 0 0
Si 12.267 4.048 5.42 0.013 0 0.001
Si 14.981 6.813 5.469 0.001 0.006 0.016
Si 12.246 9.547 5.477 -0.011 0 0.017
Si 14.946 12.291 5.401 -0.017 0.012 -0.001
Si 2.685 -0.011 6.78 -0.008 0.001 -0.003
Si 5.425 2.688 6.806 -0.003 -0.002 -0.002
Si 2.71 5.403 6.84 0.002 -0.002 0.003
Si 5.446 8.151 6.85 0.011 -0.001 0.003
Si 2.712 10.886 6.806 0.01 0 -0.001
Si 5.421 13.602 6.803 -0.007 -0.006 -0.005
Si 8.157 -0.017 6.765 0.006 0 -0.001
Si 10.896 2.71 6.794 0 -0.002 -0.004
Si 8.158 5.436 6.828 -0.004 0.007 0.002
Si 10.895 8.173 6.836 0.004 0.006 -0.001
Si 8.192 10.9 6.842 -0.001 -0.009 0.003
Si 10.897 13.62 6.773 0.007 0.004 -0.002
Si 13.601 -0.002 6.764 -0.001 0.001 -0.006
Si -0.018 2.695 6.779 -0.002 0.002 0.002
Si 13.605 5.429 6.794 0 0.004 -0.006
Si 0.006 8.179 6.822 0.002 -0.006 -0.001
Si 13.607 10.926 6.799 -0.003 -0.007 -0.002
Si -0.013 13.624 6.779 -0.006 0.002 0.001
Si 1.345 1.354 8.153 0.004 0.003 -0.003
Si 4.078 4.049 8.182 -0.012 0 0.005
Si 1.363 6.802 8.174 0.017 0.014 -0.004
Si 4.077 9.529 8.173 0.006 -0.002 -0.001
Si 1.345 12.255 8.148 0 -0.006 -0.009
Si 4.06 14.965 8.152 0.003 0.001 -0.008
Si 6.805 1.338 8.149 -0.003 0.005 -0.002
Si 9.535 4.072 8.16 0.004 0.006 -0.001
Si 6.801 6.786 8.196 -0.009 -0.003 0
Si 9.538 9.531 8.195 0.001 0.012 0.003
Si 6.79 12.245 8.167 0.007 -0.01 -0.003
Si 9.524 14.961 8.14 0.002 -0.007 -0.005
Si 12.251 1.35 8.148 0.002 0.002 -0.002
Si 14.962 4.068 8.152 0.001 -0.006 -0.008
Si 12.249 6.788 8.167 -0.017 -0.008 0.001
Si 14.952 9.54 8.161 -0.007 -0.004 -0.007
Si 12.24 12.266 8.16 0.006 0.001 -0.002
Si 14.954 14.973 8.149 -0.003 0.003 0.001
Si -0.009 0.003 9.52 -0.001 0.006 -0.005
Si 2.706 2.703 9.528 0.004 -0.007 0.001
Si -0.002 5.433 9.517 -0.006 0 -0.006
Si 2.724 8.16 9.529 0.008 -0.005 0.004
Si -0.001 10.892 9.519 0.003 0.001 -0.002
Si 2.712 13.601 9.517 0.003 -0.004 -0.001
Si 5.432 -0.005 9.512 -0.005 0 0
Si 8.163 2.709 9.508 0.003 0.004 -0.002
Si 5.433 5.425 9.536 0.01 0.003 -0.001
Si 8.164 8.161 9.537 0 0 -0.006
Si 5.441 10.88 9.532 -0.005 0 0.004
Si 8.163 13.604 9.511 -0.006 -0.001 -0.003
Si 10.883 -0.001 9.508 0.002 0.007 -0.003
Si 13.602 2.714 9.518 -0.008 0.002 -0.002
Si 10.883 5.434 9.528 0 -0.001 0.002
Si 13.602 8.163 9.519 0.001 0.002 -0.002
Si 10.895 10.897 9.534 0.004 -0.009 -0.001
Si 13.601 13.616 9.519 -0.006 0 -0.004
Si 1.355 14.964 10.877 -0.007 0.008 -0.002
Si 4.076 1.352 10.88 -0.003 0.011 0.004
Si 1.358 4.08 10.886 0.01 0.005 0
Si 4.08 6.798 10.891 -0.002 0 0.003
Si 1.362 9.527 10.877 0.001 -0.005 -0.005
Si 4.075 12.24 10.88 0.008 -0.006 0.002
Si 6.798 14.957 10.87 0.005 0 -0.004
Si 9.525 1.357 10.872 0.002 -0.006 -0.001
Si 6.805 4.069 10.877 -0.009 0.002 0
Si 9.522 6.796 10.888 -0.001 -0.002 0.001
Si 6.797 9.515 10.895 0.004 -0.003 0.003
Si 9.514 12.242 10.884 0.003 -0.003 0
Si 12.24 14.967 10.88 0.003 -0.005 -0.003
Si 14.961 1.364 10.888 0.003 0 0.001
Si 12.243 4.073 10.882 0.002 0 0.003
Si 14.961 6.797 10.875 0.003 0.001 -0.006
Si 12.246 9.523 10.883 -0.011 0.004 0.002
Si 14.958 12.25 10.876 -0.011 0.002 -0.003
Si 2.715 -0.001 12.242 0.006 -0.011 0.004
Si 5.436 2.72 12.233 0.009 0.002 0.002
Si 2.72 5.44 12.249 0 0.003 0.006
Si 5.438 8.153 12.258 -0.004 -0.007 0.005
Si 2.723 10.878 12.245 -0.004 0 0.005
Si 5.446 13.593 12.234 0 0.005 0.002
Si 8.158 -0.001 12.226 -0.006 0.007 0
Si 10.88 2.715 12.241 -0.002 0.005 0
Si 8.154 5.435 12.243 0.003 -0.002 0
Si 10.88 8.164 12.239 0.003 0.001 -0.003
Si 8.16 10.873 12.25 -0.001 -0.002 0.006
Si 10.876 13.604 12.233 0.002 0.004 -0.001
Si 13.603 0 12.246 -0.01 0.006 0.001
Si 0 2.727 12.251 -0.004 0.002 0.002
Si 13.599 5.441 12.239 -0.005 0.003 -0.003
Si 0.008 8.155 12.227 -0.005 0 -0.001
Si 13.606 10.883 12.236 0.009 -0.008 0.001
Si -0.002 13.606 12.236 0.006 -0.007 -0.005
Si 1.366 1.369 13.609 0.003 0.011 0.003
Si 4.088 4.082 13.605 0.003 -0.006 -0.002
Si 1.365 6.81 13.605 0.002 -0.001 0
Si 4.077 9.517 13.618 -0.004 0.001 0.009
Si 1.358 12.245 13.59 -0.01 0.005 0.003
Si 4.085 14.954 13.585 -0.001 0.004 0.003
Si 6.8 1.363 13.581 -0.01 0.005 -0.002
Si 9.516 4.077 13.597 -0.003 0.003 0.007
Si 6.792 6.785 13.618 0.006 -0.003 0.007
Si 9.518 9.507 13.612 0.008 -0.006 0.004
Si 6.794 12.23 13.606 0.002 -0.003 0.003
Si 9.51 14.958 13.59 0 0.001 0.001
Si 12.242 1.358 13.603 0.012 -0.013 0.001
Si 14.961 4.095 13.609 -0.007 0.011 0.003
Si 12.237 6.805 13.595 -0.005 0.005 0.003
Si 14.969 9.512 13.58 0.009 -0.003 0.004
Si 12.236 12.241 13.587 -0.01 0.002 0
Si 14.967 14.96 13.608 0.002 -0.003 -0.002
Si 0.012 0.004 14.967 -0.001 -0.002 -0.001
Si 2.734 2.73 14.969 -0.003 0 -0.002
Si 0.003 5.464 14.968 -0.004 -0.001 0.005
Si 2.719 8.158 14.986 -0.007 -0.004 0.003
Si 0.008 10.866 14.935 -0.002 -0.004 -0.002
Si 2.727 13.598 14.945 0.006 -0.005 0.003
Si 5.442 0.003 14.931 0.006 0 -0.003
Si 8.146 2.721 14.952 0.002 -0.004 -0.001
Si 5.437 5.427 14.994 -0.007 -0.002 0.005
Si 8.151 8.143 14.977 0 -0.004 0.003
Si 5.436 10.876 14.982 0.005 0.001 0.002
Si 8.16 13.591 14.955 -0.002 0.01 0.003
Si 10.869 -0.006 14.947 -0.001 0.012 -0.005
Si 13.6 2.728 14.958 -0.006 0.001 -0.005
Si 10.867 5.452 14.949 0.008 -0.001 -0.002
Si 13.608 8.163 14.944 0.004 0.004 -0.001
Si 10.887 10.878 14.952 0.008 0.001 -0.004
Si 13.597 13.591 14.951 -0.001 -0.011 0.001
O 9.049 0.564 32.215 0.552 -0.18 -0.31
O 10.172 14.757 27.14 -0.249 0.198 0.116
O 10.161 4.751 33.183 0.07 0.045 -0.485
O 8.67 15.117 30.446 -0.258 -0.405 -0.399
O 12.378 2.015 30.078 -0.245 0.541 -0.107
O 13.649 12.01 25.752 0.21 -0.363 0.226
O 8.168 -0.224 22.341 0.132 -0.077 0.237
O 6.605 13.973 23.295 0.118 0.101 0.269
O 9.623 8.195 26.504 0.135 0.254 0.299
O 2.076 1.858 33.148 0.137 0.065 -0.336
O 0.812 -0.448 29.761 0.007 0.204 -0.06
O -0.271 -0.011 24.85 0.323 -0.013 -0.051
O 14.439 12.35 23.196 -0.35 -0.043 0.111
O 4.877 8.897 24.925 -0.276 0.221 0.456
O 7.509 9.359 25.256 0.439 0.191 -0.137
O -0.102 8.523 25.281 -0.142 -0.066 0.762
O 2.796 10.963 22.139 -0.054 -0.022 0.508
O 6.56 -0.075 31.704 -0.008 0.393 0.293
O 9.123 6.297 23.151 -0.054 0.027 0.247
O 13.807 1.302 24.43 -0.22 0.055 -0.438
O 8.562 6.834 32.53 0.352 -0.05 -0.069
O 7.361 12.853 33.12 0.177 -0.062 -0.105
O 10.009 1.555 23.109 0.105 -0.146 0.366
O 7.194 4.509 23.077 -0.278 0.015 0.327
O 0.714 3.955 22.922 -0.625 0.321 0.2
O 12.961 7.426 33.174 0.163 -0.093 -0.514
O 8.234 10.885 22.121 -0.105 -0.069 0.51
O 11.529 13.177 24.864 0.413 0.37 0.036
O 11.729 14.646 22.797 0.183 -0.024 0.172
O 1.807 15.644 22.979 0.04 -0.216 0.207
O 4.448 7.095 23.092 0.291 0.418 0.149
O 14.766 5.703 32.363 0.781 0.085 -0.069
O 9.038 11.178 32.1 0.131 -0.169 -0.174
O 15.641 1.499 22.714 0.567 0.368 -0.031
O 0.795 3.723 31.97 -0.476 0.266 -0.238
O 10.63 14.082 32.071 -0.343 -0.324 0.053
O 4.316 12.848 23.082 -0.335 0.232 0.282
O 11.262 9.074 32.111 -0.358 0.068 -0.065
O 4.056 0.652 23.115 0.307 -0.2 0.304
O 11.476 12.416 27.321 0.391 -0.327 0.277
O 0.097 13.344 29.418 -0.552 0.259 -0.443
O 9.987 5.613 30.511 -0.048 -0.375 0.696
O 0.737 9.463 32.393 -0.327 0.079 -0.379
O 15.56 -0.626 32.914 -0.123 0.023 -0.485
O 7.409 2.138 33.308 -0.016 -0.086 -0.166
O 12.627 5.746 30.853 -0.342 0.112 0.587
O 7.747 1.309 29.979 0.131 -0.059 -0.044
O 11.698 3.592 22.807 -0.029 -0.158 0.162
O 0.445 6.031 24.83 -0.121 -0.279 -0.085
O 12.2 7.631 27.104 -0.247 -0.13 0.8
O 5.141 5.06 30.115 0.299 0.688 -0.119
O 10.804 8.124 22.106 -0.025 0.054 0.233
O 6.229 5.15 27.604 0.128 -0.085 0.032
O 2.782 11.202 32.237 0.083 0.474 -0.292
O 10.51 13.582 29.463 0.277 -0.183 0.299
O 0.99 14.152 31.803 0.325 -0.313 -0.045
O 12.641 9.718 23.13 0.338 0.419 0.077
O 10.529 1.177 28.482 -0.087 -0.083 0.157
O 15.012 6.179 29.783 0.205 -0.13 -0.386
O 6.471 9.092 22.892 0.009 -0.649 -0.032
O 0.057 13.772 22.212 -0.103 -0.029 0.566
O 9.001 5.473 28.123 -0.265 0.247 -0.433
O 13.442 1.626 26.917 0.145 0.495 0.292
O 7.801 11.348 29.762 -0.424 0.388 0.158
O -0.186 2.639 25.004 -0.217 0.387 0.781
O 3.973 0.258 32.244 0.037 0.273 -0.224
O 14.771 15.577 26.983 -0.289 -0.348 0.06
O 14.609 8.125 27.981 0.216 0.101 0.111
O 15.145 7.209 23.178 0.131 0.267 0.3
O 14.008 1.329 32.042 0.243 -0.203 -0.506
O 5.204 14.236 32.369 -0.604 -0.578 -0.26
O 6.207 7.859 32.25 -0.363 -0.463 -0.089
O 10.178 10.16 29.981 0.049 0.397 -0.328
O 11.347 7.77 29.815 0.083 0.018 -0.191
O 3.313 15.616 27.804 0.412 0.083 0.079
O 9.491 3.875 24.208 0.091 -0.156 0.434
O 1.014 14.882 26.626 0.135 -0.7 0.02
O 14.231 3.709 30.786 0.306 -0.084 -0.228
O 1.054 11.43 27.811 -0.44 0.259 -0.095
O 1.031 9.474 23.23 -0.043 -0.131 0.026
O 2.041 7.348 33.197 -0.131 -0.097 -0.293
O 2.999 6.888 29.039 0.521 0.154 0.227
O 11.886 -0.105 25.692 0.241 -0.291 0.078
O 13.603 -0.016 21.954 -0.02 0.123 0.508
O 3.272 3.415 31.025 0.085 -0.44 0.164
O 7.554 6.548 30.182 -0.583 -0.091 -0.358
O 2.131 4.18 25.135 0.237 -0.183 -0.018
O 7.988 3.919 29.956 -0.083 -0.083 0.352
O 7.849 5.51 25.415 0.309 0.036 0.166
O 2.79 0.033 25.382 0.25 -0.321 0.155
O 10.652 5.805 26.075 0.182 -0.439 -0.417
O 9.745 12.883 22.976 -0.271 0.106 0.257
O 5.831 2.904 28.835 -0.164 -0.415 0.059
O 5.57 3.696 32.311 0.208 -0.141 -0.381
O 2.62 9.305 28 0.625 -0.189 -0.169
O 5.456 2.712 22.26 0.176 0.13 0.218
O 5.422 6.363 25.433 -0.138 -0.235 0.061
O 1.197 2.135 29.909 0.038 -0.26 0.145
O 2.594 9.032 30.588 0.42 -0.171 0.322
O 12.783 12.782 32.902 0.064 -0.079 -0.456
O 1.036 11.128 30.395 0.171 0.106 0.12
O 8.114 8.985 30.982 -0.26 -0.051 -0.4
O 2.619 13.951 29.745 -0.078 -0.683 0.116
O 14.433 10.982 31.894 0.49 0.057 -0.004
O 3.817 5.667 32.3 0.145 0.093 -0.478
O 13.56 5.372 22.176 -0.005 -0.235 0.13
O 1.538 4.734 29.606 -0.519 0.35 -0.066
O 11.572 2.417 25.064 -0.165 0.174 0.213
O 2.924 6.877 25.205 -0.035 0.446 0.131
O 12.944 -0.121 28.716 -0.06 -0.747 -0.087
O 8.85 12.516 27.649 -0.129 0.402 -0.323
O 8.172 9.901 27.713 0.192 -0.161 0.547
O 4.746 15.446 30.007 0.008 0.473 -0.32
O 15.049 11.086 29.274 -0.391 0.001 -0.396
O 13.607 9.191 25.622 0.389 0.361 0.19
O 9.798 15.057 24.558 -0.659 0.25 -0.142
O 11.149 -0.325 30.503 0.309 0.085 0.546
O 2.686 5.443 22.115 -0.074 -0.012 0.391
O 1.361 0.968 27.548 0.182 0.676 -0.064
O 11.445 8.014 24.689 0.101 -0.21 -0.517
O 12.73 10.061 30.089 -0.252 0.276 -0.394
O 3.707 4.489 28.067 -0.055 -0.409 -0.264
O 8.153 2.378 27.748 -0.176 -0.052 -0.567
O 0.632 7.931 29.136 0.082 -0.264 -0.2
O 11.568 5.367 28.499 0.369 0.018 0.042
O 4.8 9.934 33.121 0.212 0.196 -0.213
O 4.779 13.549 28.224 0.189 -0.028 0.333
O -0.333 11.139 24.855 -0.151 0.223 0.231
O 14.388 6.751 25.731 -0.026 -0.725 0.068
O 1.925 10.191 25.639 0.37 0.236 -0.166
O 14.899 8.737 30.517 0.289 -0.228 0.651
O 1.587 5.731 27.166 -0.575 0.195 0.145
O 7.168 7.506 27.05 -0.241 0.161 0.377
O 1.969 1.898 23.798 -0.001 0.298 -0.014
O 5.22 13.244 25.593 0.042 0.602 0.085
O 15.494 13.728 25.201 0.188 -0.054 -0.021
O 3.678 11.532 27.008 -0.016 -0.037 0.144
O 6.334 11.689 27.457 -0.115 -0.171 0.129
O 15.326 1.163 28.733 -0.228 0.32 0.154
O 6.1 11.311 24.202 0.302 0.011 0.008
O 11.461 10.612 25.347 -0.626 0.048 0.268
O 12.129 3.142 32.367 0.145 0.202 -0.269
O 10.387 3.39 27.132 0.408 -0.238 -0.296
O 9.519 0.867 26.169 -0.448 -0.016 -0.324

Results
total energy: -101654.324 eV
total energy less fixed offsets of O -438.35, Si -107.03 eV per atom: -1.124 eV
